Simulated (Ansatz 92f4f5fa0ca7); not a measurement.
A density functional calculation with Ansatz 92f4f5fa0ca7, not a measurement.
Periodic cell of 234 atoms, Si134O100, from a study of silicon, its oxide and their interface. The atomic structure is a simulated model.

Settings: functional r2SCAN; potential files Ansatz norm-conserving; basis plane waves; wave-function cutoff 1300 eV; density cutoff ratio 4; exchange-correlation grid ratio 1; k mesh 2 x 2 x 1, shifted by 0.5 0.5 0.5 of a step; self-consistency stop 5e-08 eV per atom in the density residual; occupations Fermi-Dirac, 0.05 eV; spin none; net charge 0.

Cell vectors (angstrom)
a 11.5403 0 0
b 0 15.3871 0
c -2.1947 -2.5384 22.058

Atoms: element, x, y, z (angstrom)
Si 2.2904 1.1009 -0.5934
Si 2.6576 5.6701 -0.8635
Si 2.0861 10.1878 -0.5249
Si 2.3119 13.3885 -0.1633
Si 6.445 2.0049 -0.5958
Si 6.4106 5.1435 -0.7071
Si 6.121 9.9818 -0.546
Si 6.1277 13.1586 -0.3596
Si 10.1462 1.9325 0.0423
Si 10.2798 4.9925 -0.4884
Si 9.9521 9.7352 -0.7777
Si 10.1813 14.3339 -0.3647
Si 4.3479 1.6931 0.585
Si 4.457 5.5716 0.6197
Si 4.1437 9.597 0.6897
Si 4.2817 13.396 1.046
Si 8.1174 1.8884 1.0762
Si 8.2865 5.5946 0.6731
Si 8.0887 9.5622 0.6975
Si 8.1743 13.5937 0.7875
Si 12.2036 1.7521 1.0326
Si 12.2316 5.5923 0.6583
Si 11.8119 9.6258 0.7807
Si 11.9152 13.5554 1.0839
Si 4.3475 3.66 2.0279
Si 4.3171 7.5663 1.9581
Si 4.2146 11.415 2.227
Si 4.3611 15.3813 2.2371
Si 8.2184 3.8387 2.2655
Si 8.1857 7.5841 2.0086
Si 8.155 11.5221 2.1079
Si 8.1262 15.3461 2.3368
Si 12.2536 3.7681 2.1754
Si 12.0457 7.5897 2.011
Si 11.8461 11.5026 2.2279
Si 12.0744 15.3686 2.4798
Si 2.5617 3.7291 3.5831
Si 2.4359 7.5999 3.409
Si 2.2823 11.4705 3.5753
Si 2.5093 15.3641 3.6974
Si 6.2134 3.7506 3.5068
Si 6.2102 7.5881 3.3862
Si 6.1898 11.4736 3.5149
Si 6.207 15.3395 3.6628
Si 10.2563 3.7646 3.507
Si 10.1242 7.5786 3.3932
Si 9.9884 11.5015 3.6061
Si 10.0761 15.3691 3.672
Si 2.5166 1.8823 5.0673
Si 2.4746 5.6952 4.8565
Si 2.3504 9.5041 4.8706
Si 2.3996 13.397 4.9587
Si 6.2746 1.8941 4.9743
Si 6.1979 5.6787 4.8301
Si 6.1476 9.5085 4.8133
Si 6.134 13.3829 4.9316
Si 10.1511 1.9107 4.9785
Si 10.2406 5.6845 4.8209
Si 10.0586 9.4851 4.8121
Si 10.091 13.4265 4.9618
Si 4.4434 1.8779 6.4537
Si 4.308 5.6429 6.3087
Si 4.2544 9.5993 6.285
Si 4.2501 13.4126 6.4013
Si 8.2013 1.9513 6.3033
Si 8.24 5.5722 6.0251
Si 8.096 9.4395 6.0844
Si 8.0957 13.4395 6.2387
Si 12.0756 1.8833 6.3594
Si 12.141 5.7285 6.2959
Si 11.9578 9.4124 6.2239
Si 12.0503 13.409 6.3796
Si 4.5059 3.7732 7.8751
Si 4.1751 7.6158 7.5555
Si 4.1871 11.539 7.8424
Si 4.325 15.3425 7.8377
Si 8.3362 3.8504 7.6371
Si 8.1524 7.4578 7.2739
Si 7.9581 11.3793 7.372
Si 8.1221 15.4109 7.5959
Si 12.2003 3.8029 7.6811
Si 12.0201 7.5937 7.7732
Si 11.9904 11.3429 7.5397
Si 12.0992 15.3791 7.7923
Si 2.5197 3.4371 9.1308
Si 2.4369 7.9815 9.1793
Si 2.1369 11.177 9.1558
Si 2.4064 15.6821 9.2551
Si 6.5702 4.3614 9.0673
Si 6.2247 7.3758 8.5412
Si 6.2855 11.8718 8.9329
Si 6.3498 15.0341 9.0617
Si 10.2909 4.0666 9.0233
Si 9.909 7.1379 8.752
Si 9.8999 11.7467 8.5352
Si 10.0231 14.8551 8.866
Si 2.1005 0.785 14.6445
Si -2.8633 7.785 11.4752
Si 2.316 4.4467 12.0561
Si 11.2974 0.773 19.2177
Si 11.2008 8.8116 12.7694
Si 6.746 10.9028 14.7404
Si 7.6383 -1.8451 13.3913
Si 9.4057 -0.5192 15.6159
Si -0.8949 3.647 12.0591
Si 5.2096 3.3282 13.1424
Si 3.0605 -0.6755 12.0699
Si 6.8654 5.9863 18.5231
Si 2.4805 7.4292 12.3737
Si -2.1241 9.4253 15.1132
Si 8.4161 9.7766 19.5382
Si 6.8608 0.4341 17.2211
Si 0.5752 11.5205 11.8884
Si 9.708 -2.3546 11.1738
Si 5.9822 0.4255 11.9512
Si 4.0822 6.6572 18.4226
Si 9.0332 6.8024 16.3948
Si -3.8472 4.8271 11.8917
Si 0.1906 5.6638 19.3055
Si 6.4907 9.5836 10.8665
Si 2.6849 12.5843 16.9863
Si 6.141 -4.6057 17.8542
Si 4.7403 3.8841 18.4323
Si 4.7445 2.0592 15.8787
Si 8.6125 2.4041 18.6703
Si 3.3843 10.3638 18.8903
Si 5.1417 -1.8129 18.654
Si 2.7276 12.0698 13.8096
Si 4.5655 9.5524 13.1627
Si 12.0886 -0.8154 16.7823
Si -1.36 4.2674 16.8326
Si -0.5721 2.1387 14.6576
Si 1.8359 8.0652 18.2202
Si 10.5783 8.9757 17.6732
O 6.4145 3.556 -1.1761
O 0.5291 1.9046 20.0864
O 6.2693 4.471 18.4493
O 0.6497 8.8968 17.4945
O 2.2909 11.8295 -0.8563
O 1.5626 9.3039 -1.864
O 2.3148 14.8591 -1.0533
O -3.7768 6.4562 11.72
O 1.2737 11.5333 13.3655
O 4.3115 3.4174 19.9166
O 5.0974 3.1852 14.7673
O 12.073 0.439 17.8173
O 2.9008 7.0746 -1.7068
O 5.9787 9.2768 -2.0293
O 6.425 11.5861 -0.7598
O 5.7815 13.83 -1.8488
O 10.1657 3.3447 -0.8681
O 9.9372 9.4672 19.0647
O 7.2701 1.6571 18.1813
O 8.3152 3.143 20.0788
O 10.0894 11.2453 -1.4195
O 6.0276 -3.1777 18.6274
O 10.5842 13.7475 -1.8233
O 10.083 15.9297 -0.874
O -2.2916 4.5057 12.3397
O -0.6371 3.2376 15.8397
O -1.1138 2.4808 13.1731
O 1.3009 13.297 17.4172
O 2.4502 4.4466 10.4372
O 2.6081 7.4552 10.7483
O 5.65 7.0424 18.2981
O 6.6466 15.886 10.4653
O 6.4124 4.4417 12.8916
O 7.2725 3.9955 10.5423
O 6.3382 8.5711 9.6347
O 6.1666 5.9433 9.3589
O 9.6298 11.7575 10.1596
O -0.7959 9.4284 14.1978
O 5.7504 1.912 12.549
O 6.4148 13.4329 9.4769
O 2.4413 1.8884 9.7631
O 2.6287 11.1336 17.6791
O 2.3878 9.5899 9.4299
O -1.0149 3.2358 10.475
O 6.6986 11.0746 10.3025
O 1.6168 11.75 10.6438
O 10.0193 13.3533 8.1941
O 9.8346 14.5186 10.4879
O 4.536 2.7066 17.3439
O 6.2417 11.1003 16.2638
O 2.5491 5.8725 12.7915
O 9.2768 8.0309 9.9819
O 2.4398 0.3783 13.1267
O 6.6559 12.3614 13.9906
O 10.0854 7.4519 17.4295
O 8.8107 -1.4455 14.442
O 9.7192 5.4569 15.8075
O -1.5765 9.9542 16.5422
O 12.5971 8.0161 12.8941
O 5.0828 9.6123 11.6464
O 8.3897 -2.4203 12.0931
O -1.5294 7.7778 12.401
O -1.4594 0.852 15.0792
O 8.1947 -0.2398 16.6294
O 0.6906 4.1141 12.3422
O 4.564 -0.2828 11.6961
O 10.1114 5.6523 9.4983
O 7.433 -5.5023 18.2408
O 3.8072 5.1263 17.9481
O 4.8248 9.9204 18.2628
O 2.2595 -0.6221 10.6494
O 6.7917 1.0732 -1.9186
O -3.2364 10.4734 14.6176
O 8.7441 7.9218 15.2467
O 3.6482 8.2099 13.2286
O 7.764 6.2915 17.22
O 10.5851 -1.3108 16.4017
O 1.0265 1.9664 14.5446
O 3.4087 1.2612 15.4493
O -0.1319 10.0518 11.7372
O 3.7376 10.8617 13.5539
O 6.8144 -0.4943 13.0164
O 6.0636 -0.6155 18.1219
O 3.1113 13.2892 12.8304
O -2.6056 3.5189 17.5336
O 5.8659 9.6612 14.1415
O 5.9529 0.9746 15.9837
O 1.389 -0.4251 15.4491
O 7.727 9.0756 11.7993
O 9.8268 8.7323 -2.1107
O 1.354 6.6066 18.7008
O -0.4708 4.8608 18.0542
O 2.4357 9.1123 19.3153
O 9.8351 1.3402 18.8117
O 3.9313 -1.9499 17.5673
O 3.2013 7.6311 17.4175
O 11.2566 -0.5985 20.0918
O -0.4676 12.7581 12.0098
O 2.8063 12.4542 15.3756
O 3.6649 3.605 12.6011

Results
free energy: -62192.487 eV
free energy less fixed offsets of O -463.61, Si -117.95 eV per atom: -26.187 eV
pressure: -1.50 GPa
stress xx, yy, zz, yz, xz, xy (GPa, positive in tension): 0.85, 1.41, 2.25, -0.22, 0.02, 0.39

Forces (eV/angstrom), in the order of the atoms: element, x, y, z
Si -0.0459 -0.2963 -0.685
Si 0.0658 -0.0213 -0.2074
Si 0.1776 0.303 -0.2157
Si 0.0321 0.1402 -0.6986
Si 0.1719 0.0023 -0.7276
Si 0.2299 0.0906 -0.7589
Si -0.0794 -0.038 -0.4764
Si 0.2294 0.0112 -0.5643
Si 0.0369 0.0173 -1.2152
Si -0.0398 -0.4378 -0.8639
Si 0.0007 -0.0684 -0.4826
Si -0.1762 0.3535 -0.6377
Si -0.0517 0.0148 -0.2064
Si 0.0228 0.0705 -0.0387
Si -0.1074 0.1993 -0.3806
Si 0.0377 -0.0974 -0.1941
Si -0.2183 -0.0186 -0.1472
Si -0.0687 -0.0935 0.0026
Si 0.0905 0.0171 -0.1214
Si 0.0318 -0.0946 -0.2397
Si 0.1316 -0.0417 -0.2099
Si 0.252 0.1333 -0.1272
Si -0.1317 0.0705 -0.0367
Si -0.0851 -0.0506 -0.2402
Si 0.1335 -0.0919 -0.1664
Si 0.038 0.0429 -0.1404
Si 0.0195 -0.2557 0.2714
Si 0.026 0.0384 -0.0074
Si -0.0654 0.2502 0.3637
Si 0.0163 -0.0532 0.0112
Si -0.0861 0.1408 -0.0459
Si 0.0003 -0.1217 0.1934
Si 0.0869 0.0036 0.2186
Si 0.0236 -0.0127 -0.1323
Si -0.1669 -0.0312 0.1481
Si 0.0288 0.0434 0.3148
Si -0.2211 0.0446 0.0155
Si 0.0558 -0.0088 0.1718
Si 0.0547 -0.0215 -0.0843
Si -0.0652 0.0082 0.1062
Si 0.0228 0.052 -0.0823
Si -0.0077 0.0671 0.0732
Si -0.0195 0.0249 -0.1338
Si 0.0314 0.0034 -0.015
Si -0.0386 -0.03 -0.1815
Si -0.0216 -0.0236 0.0305
Si 0.1284 0.0382 -0.0705
Si 0.0264 -0.1433 0.0238
Si 0.0488 0.0109 -0.0132
Si 0.0062 -0.0346 -0.0893
Si 0.0345 -0.0085 -0.0999
Si -0.1049 -0.0404 0.2267
Si -0.0858 0.046 -0.068
Si -0.1317 -0.1214 -0.0071
Si 0.0761 -0.1059 -0.1752
Si 0.1542 -0.0082 0.2451
Si 0.0608 0.0245 0.0698
Si 0.0112 0.1155 0.0509
Si -0.0118 0.0146 -0.0817
Si -0.1152 -0.0063 0.4355
Si -0.0476 0.0659 0.1552
Si 0.1474 -0.0021 0.1089
Si -0.1448 0.119 0.1778
Si 0.054 -0.0111 0.1135
Si -0.0117 -0.0612 -0.0124
Si -0.0183 -0.1573 -0.4062
Si -0.0501 0.1056 -0.0658
Si 0.0533 0.0089 -0.5041
Si -0.0266 -0.1529 -0.014
Si -0.0885 -0.0987 -0.0168
Si 0.1804 0.0114 0.095
Si -0.0691 0.1489 -0.3868
Si -0.0394 -0.0582 0.0923
Si -0.0007 0.0859 0.1386
Si 0.084 -0.0497 0.2139
Si 0.0585 -0.1082 0.2965
Si 0.0849 -0.0213 0.077
Si -0.0099 0.0593 0.0762
Si 0.0286 -0.0432 0.0052
Si -0.0712 -0.1025 0.2289
Si -0.0671 -0.0078 0.2128
Si 0.0347 -0.0029 0.1555
Si -0.1271 -0.0087 0.2303
Si -0.1092 -0.0349 0.3075
Si 0.0093 0.0417 0.5348
Si 0.0307 0.1288 0.668
Si -0.1965 -0.277 0.4564
Si -0.0824 0.01 0.4511
Si 0.0081 0.3806 0.7601
Si -0.1007 0.0854 0.8285
Si 0.1365 0.1406 0.5714
Si 0.1009 0.0553 0.4417
Si 0.1658 -0.0324 0.8232
Si -0.0689 0.0404 0.9354
Si -0.0639 0.3013 0.3078
Si -0.0153 -0.3196 0.0153
Si -0.0238 0.0749 0.2423
Si 0.1177 -0.0388 0.392
Si 0.0057 -0.0614 0.6517
Si -0.0277 -0.2065 -0.33
Si 0.1366 0.1329 0.5277
Si 0.0606 -0.0479 0.0433
Si -0.042 -0.1256 0.4709
Si 0.0466 -0.1265 0.0611
Si -0.0578 -0.169 0.45
Si 0.0136 0.0468 0.482
Si -0.0069 0.0224 0.5139
Si -0.0101 0.0677 -0.5089
Si -0.0384 0.1488 0.6668
Si -0.0591 0.2292 -0.0556
Si 0.0015 -0.0375 -0.4884
Si -0.0011 -0.0916 -0.3071
Si 0.0008 -0.1734 0.6577
Si -0.026 -0.0964 0.5827
Si -0.0197 -0.0513 0.476
Si 0.1037 0.1321 -0.6107
Si 0.0293 -0.052 -0.4251
Si -0.1543 0.1904 0.4427
Si -0.0561 -0.0195 -0.4927
Si -0.0584 -0.0128 0.1393
Si -0.142 0.0545 -0.236
Si -0.1744 0.1147 -0.5514
Si 0.0535 -0.0718 -0.5369
Si 0.0701 -0.1181 -0.1674
Si -0.302 0.0463 -0.5624
Si 0.0087 -0.005 -0.5957
Si 0.0626 0.0493 -0.567
Si 0.0104 -0.1692 0.3767
Si 0.0528 0.0479 0.5051
Si -0.0703 -0.4366 -0.2439
Si -0.1295 0.0198 -0.6032
Si 0.0212 -0.0895 0.0787
Si 0.1919 0.3387 -0.6497
Si 0.0254 0.0829 -0.5203
O -0.1402 0.0861 0.581
O -0.1312 0.3493 0.3502
O -0.1687 0.0889 0.2148
O -0.081 -0.241 0.466
O -0.2146 0.0327 0.2798
O 0.3188 0.1957 0.2579
O -0.0152 0.0012 0.754
O 0.1703 0.0182 -0.2605
O -0.0099 0.0539 -0.5681
O -0.1049 -0.2672 0.5418
O -0.0434 -0.1312 -0.1559
O -0.2175 0.0333 0.4223
O -0.2504 -0.3314 0.2471
O 0.0616 0.2189 0.445
O -0.2032 -0.0595 0.2726
O 0.1285 -0.2633 0.4424
O 0.1162 0.3963 0.7549
O -0.1499 -0.0094 0.1619
O 0.261 0.0708 0.2266
O -0.0388 -0.2567 0.4681
O 0.0111 -0.2042 -0.0177
O -0.0891 -0.1066 0.1866
O -0.0363 -0.2402 0.1821
O 0.038 -0.3813 0.8679
O -0.0416 -0.0929 -0.2976
O -0.1553 0.0173 0.0652
O 0.1544 0.22 -0.1845
O 0.0829 0.2144 -0.0695
O 0.0062 -0.2917 -0.4022
O -0.0944 0.1416 -0.7316
O -0.1388 -0.3085 0.2823
O -0.1407 -0.2617 -0.4247
O 0.1735 -0.0825 -0.4048
O -0.1941 0.0754 -0.6232
O 0.0834 -0.0759 -0.1021
O 0.2587 -0.2071 -0.6109
O 0.161 0.186 -0.4815
O -0.1512 -0.2267 -0.3
O 0.0307 -0.1672 -0.231
O -0.0882 0.0067 -0.5571
O 0.0521 0.0755 -0.6519
O 0.2526 -0.0835 0.3985
O 0.0185 -0.0235 -0.1239
O -0.1256 0.351 -0.7185
O -0.1694 -0.1096 -0.2317
O 0.2223 -0.1634 -0.6452
O 0.1932 -0.0067 0.4454
O 0.039 -0.0632 -0.6927
O 0.0997 0.2317 0.2562
O 0.0156 -0.0978 0.3684
O -0.03 -0.0313 -0.5109
O 0.1384 -0.1778 -0.1338
O 0.1485 -0.2157 -0.2659
O 0.2113 0.103 -0.1648
O -0.0029 0.2598 0.1869
O -0.1701 0.0195 -0.1577
O -0.052 0.0185 0.5276
O 0.0545 -0.4621 0.2339
O 0.0808 0.029 -0.3633
O 0.2325 -0.0085 -0.2009
O 0.2686 0.067 -0.3112
O -0.2164 0.069 -0.3232
O 0.087 0.0165 0.0467
O -0.0878 0.1581 0.0663
O 0.0709 0.0147 -0.3215
O 0.0193 0.0481 -0.0422
O -0.0096 0.0531 -0.6705
O 0.2396 -0.0536 0.5493
O 0.192 0.0899 0.4038
O -0.1171 0.2072 0.2953
O 0.1081 0.3498 -0.5934
O -0.1564 0.3235 0.5992
O -0.0636 -0.1612 0.0442
O 0.2127 0.1111 0.326
O -0.1659 0.0425 -0.4681
O -0.0096 -0.0005 0.3974
O 0.208 0.3913 -0.0035
O -0.0804 -0.181 -0.0199
O -0.0192 0.013 -0.1398
O 0.0509 0.1632 -0.154
O 0.0179 -0.0926 -0.219
O -0.1453 0.1125 -0.462
O -0.0645 -0.0462 0.1648
O -0.1104 0.2423 -0.2882
O 0.1238 -0.1945 0.3334
O -0.1268 0.1674 -0.247
O -0.0014 0.1031 0.309
O -0.0581 0.1201 0.0618
O -0.0853 -0.0752 -0.3311
O 0.0381 0.3582 0.4729
O -0.1329 -0.0889 0.3353
O 0.0963 0.1796 0.4003
O -0.1645 0.0801 -0.0726
O 0.0924 0.0537 0.1927
O 0.1085 -0.1607 0.3513
O -0.108 -0.2048 0.777
O 0.1463 0.0372 0.2383
O -0.1147 -0.1077 -0.346
O -0.0374 0.0005 -0.0061
O -0.1928 0.1026 -0.2417
